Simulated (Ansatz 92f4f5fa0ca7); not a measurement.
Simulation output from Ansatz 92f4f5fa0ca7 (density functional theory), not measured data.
Periodic cell of 215 atoms, Si131O82P2, from a study of silicon, its oxide and their interface. The atomic structure is a simulated model.
Doubt: the cutoff is low for norm-conserving oxygen, so forces and energies are approximate.

Settings: functional HSE06; potential files SPMS norm-conserving; basis plane waves; wave-function cutoff 800 eV; density cutoff ratio 4; exchange-correlation grid ratio 1; k mesh 1 x 1 x 1, Gamma-centred; occupations fixed; spin none; net charge 0.

Cell vectors (angstrom)
a  10.938  0  0
b  0  10.938  0
c  0  0  31.5432

Atoms: element, x, y, z (angstrom)
Si  10.4382  0.5699  24.3171
Si  6.0332  10.5035  24.1122
Si  2.131  3.2462  24.0519
Si  8.703  2.254  24.2674
Si  0.4973  5.0507  24.1288
Si  5.0466  5.8967  24.1583
Si  3.3862  7.6524  24.1263
Si  7.8239  8.8287  23.9626
Si  1.3413  1.4822  25.4351
Si  6.9103  1.3069  25.4576
Si  4.0228  4.1066  25.3014
Si  9.66  4.0978  25.3864
Si  1.4868  6.817  25.3356
Si  6.8883  6.9487  25.2181
Si  4.2217  9.5339  25.314
Si  9.5209  9.6417  25.4135
Si  2.778  0.0055  26.6293
Si  8.2124  -0.0154  26.9109
Si  0.0096  2.7775  26.8888
Si  5.4483  2.7381  26.6459
Si  2.7515  5.449  26.8092
Si  8.2212  5.5228  26.6102
Si  0.0356  8.2103  26.6346
Si  5.5416  8.2027  26.7697
Si  4.1131  1.3662  28.062
Si  9.5808  1.3831  28.2067
Si  1.382  4.1337  28.2057
Si  6.8368  4.1325  28.0159
Si  4.1409  6.8348  28.1224
Si  9.5947  6.8471  28.0441
Si  1.3946  9.582  28.0375
Si  6.8326  9.5537  28.2054
Si  0.0294  -0.0181  29.4888
Si  5.4507  0.0145  29.497
Si  2.7531  2.7183  29.4916
Si  8.1746  2.7693  29.4813
Si  -0.0188  5.4973  29.4994
Si  5.4892  5.4577  29.4765
Si  2.7404  8.2073  29.4629
Si  8.2316  8.1783  29.4945
Si  1.3673  1.3673  30.8594
Si  6.8362  1.3673  30.8594
Si  4.1018  4.1018  30.8594
Si  9.5708  4.1018  30.8594
Si  1.3673  6.8362  30.8594
Si  6.8362  6.8362  30.8594
Si  4.1018  9.5708  30.8594
Si  9.5708  9.5708  30.8594
Si  2.7345  0  0.6835
Si  8.2035  0  0.6835
Si  0  2.7345  0.6835
Si  5.469  2.7345  0.6835
Si  2.7345  5.469  0.6835
Si  8.2035  5.469  0.6835
Si  0  8.2035  0.6835
Si  5.469  8.2035  0.6835
Si  4.1101  1.355  2.0493
Si  9.535  1.3946  2.0501
Si  1.328  4.1352  2.0607
Si  6.8416  4.0791  2.0594
Si  4.0692  6.8635  2.0492
Si  9.5895  6.8177  2.0468
Si  1.3733  9.5657  2.0587
Si  6.8329  9.57  2.0612
Si  -0.0307  0.0081  3.3443
Si  5.4631  -0.0124  3.4644
Si  2.6991  2.7243  3.3438
Si  8.174  2.7124  3.5144
Si  -0.037  5.4828  3.5119
Si  5.4355  5.4622  3.337
Si  2.7217  8.2094  3.5045
Si  8.2303  8.1851  3.3812
Si  1.3072  1.3705  4.6512
Si  6.8252  1.2989  4.8998
Si  4.0551  4.1098  4.6346
Si  9.5226  4.1063  4.9163
Si  1.3166  6.8711  4.9167
Si  6.8451  6.8044  4.6545
Si  4.111  9.5751  4.8765
Si  9.5747  9.565  4.7177
Si  2.6293  0.0468  6.0879
Si  8.2861  -0.1026  6.2277
Si  -0.0107  2.6629  6.1447
Si  5.3561  2.7432  6.0586
Si  2.7339  5.4222  6.1132
Si  8.035  5.4756  6.2045
Si  -0.0468  8.3443  6.2546
Si  5.5356  8.091  6.1087
Si  3.4556  1.9448  7.1372
Si  10.077  0.8656  7.4121
Si  1.7722  3.6436  7.2796
Si  6.1613  4.4953  7.3605
Si  4.6075  6.2699  7.2184
P  9.111  7.238  7.2019
Si  0.9134  10.1928  7.4894
P  7.4454  8.8643  7.225
O  4.5699  6.5976  8.841
O  1.3729  3.9654  8.8675
O  9.7586  6.5176  8.5596
O  1.2987  10.1358  9.1239
O  6.041  4.2135  9.0048
O  3.6835  1.6394  8.7423
O  7.1799  8.9415  8.8599
O  9.7241  1.1386  9.0098
O  8.2667  2.5223  22.6964
O  11.0025  5.5326  22.5992
O  5.6105  0.0792  22.597
O  5.2823  5.4107  22.5877
O  2.1674  2.8123  22.4413
O  3.319  7.8592  22.4734
O  8.3716  8.7405  22.3797
O  -0.1399  11.2157  22.7368
Si  2.1363  2.9533  12.8144
Si  8.6992  1.301  10.2522
Si  1.0511  4.4858  15.2843
Si  7.5711  5.5728  12.0955
Si  2.418  8.1751  21.1598
Si  5.4489  7.7934  12.342
Si  9.2776  0.4432  15.4248
Si  2.9248  -0.0559  16.5935
Si  10.4532  1.1403  12.5342
Si  7.7648  2.8217  21.1919
Si  9.1134  8.7685  14.3553
Si  1.4575  4.7615  10.2767
Si  4.4883  9.4696  19.0812
Si  11.0744  6.0924  21.0725
Si  6.6186  10.4451  14.7707
Si  5.3832  0.7227  21.1276
Si  2.3459  9.7939  10.3349
Si  0.4316  10.64  21.3495
Si  5.8492  5.2539  21.0825
Si  3.6253  7.0672  10.0509
Si  9.041  5.6917  14.7676
Si  3.6609  4.0914  19.0307
Si  10.0271  3.6613  19.2584
Si  4.2822  8.6714  15.2565
Si  0.4549  1.9013  17.1062
Si  6.8064  7.524  19.1937
Si  5.2649  3.6129  16.6789
Si  7.7909  5.0073  17.4512
Si  6.6869  9.8858  10.1443
Si  4.4019  1.0139  10.0255
Si  -0.0651  9.0622  11.7966
Si  9.1002  8.6325  20.9085
Si  4.5501  1.6628  14.5143
Si  2.4478  2.0968  21.0023
Si  6.345  3.3059  10.3192
Si  3.443  5.9075  16.6443
Si  9.866  6.5339  10.2091
O  0.1194  2.6164  18.5334
O  2.9473  9.6309  15.4958
O  10.8479  4.8088  20.0884
O  7.5921  2.3953  9.825
O  10.8982  5.3434  10.6733
O  6.6206  6.7352  12.7461
O  10.3029  8.0615  10.6304
O  7.6528  9.4566  13.8977
O  8.4013  6.1941  10.8307
O  5.3494  10.4803  20.0181
O  2.1427  3.7321  11.3646
O  7.9855  8.5365  19.7126
O  6.2221  6.7227  20.4942
O  5.5125  2.7041  15.3462
O  1.2959  0.9448  20.668
O  6.1105  8.9779  11.3841
O  4.6324  4.9757  16.0384
O  6.6056  3.895  17.5678
O  10.485  10.6402  11.7588
O  5.5792  0.4956  13.9216
O  8.0125  5.0849  15.85
O  9.7507  9.8046  15.4549
O  -0.4016  5.1623  15.0802
O  1.5727  6.8269  20.7567
O  1.5126  0.6264  17.1178
O  6.5976  1.7567  20.771
O  1.0105  1.7594  12.7303
O  3.2557  5.5013  18.2442
O  9.4898  1.9808  11.5215
O  0.9972  3.0893  16.1265
O  8.6197  5.1733  13.2798
O  10.2216  8.5069  13.1791
O  1.453  9.4035  21.6101
O  10.069  9.9447  20.5854
O  3.2334  0.1608  10.8319
O  5.1317  2.2809  10.7914
O  1.6957  4.123  13.8448
O  7.9447  10.8147  10.6275
O  9.1444  4.4617  18.1494
O  5.6527  9.4939  15.7074
O  5.5305  -0.0737  9.5604
O  3.5786  2.3053  13.3358
O  1.9892  5.6239  15.9693
O  9.7213  1.0734  13.9833
O  4.3755  6.9357  11.4779
O  4.7524  4.5004  20.1581
O  9.9606  1.3007  16.6019
O  6.7085  4.2771  11.5893
O  5.5939  8.3953  18.5228
O  9.0601  2.7424  20.203
O  3.61  1.1282  15.7263
O  4.2224  3.0789  17.8468
O  9.9232  7.2235  20.8665
O  3.3235  8.6382  9.7454
O  3.9484  7.4074  16.2402
O  7.6442  0.4648  15.6264
O  8.8995  7.3019  14.9848
O  3.93  1.4406  21.094
O  1.5665  9.1226  11.6271
O  2.3074  6.138  10.1159
O  7.3597  6.4513  18.0867
O  7.2055  4.3513  21.0982
O  4.6187  8.303  13.6754
O  3.346  8.64  19.9085
O  2.4967  3.2492  19.8225
O  3.7415  10.336  17.9067

Results
free energy: -51944.272 eV
free energy less fixed offsets of O -447.96, P -185.95, Si -113.29 eV per atom: 1.338 eV
gap between the highest filled and lowest empty level on this k mesh: 0.659 eV

The program warned: the cutoff lies below the one the program advises for these potential files; the forces do not sum to zero within the program's tolerance; the exchange-correlation potential is rough where the density is thin.
